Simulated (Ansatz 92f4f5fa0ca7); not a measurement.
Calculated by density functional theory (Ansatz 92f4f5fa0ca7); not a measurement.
Periodic cell of 262 atoms, Si166O96, from a study of silicon, its oxide and their interface. The atomic structure is a simulated model.
Doubt: the cutoff is far below the 930 eV that the study's wrapper takes by default for these files, so forces and energies are approximate.
This geometry differs little from another in the collection (a relaxation step or a small displacement).

Settings
functional: PBE
potential files: Ansatz PAW
basis: plane waves
wave-function cutoff: 580 eV
density cutoff ratio: 5
exchange-correlation grid ratio: 1
k mesh: 1 x 1 x 1, Gamma-centred
self-consistency stop: 5e-08 eV per atom in the density residual
occupations: fixed
spin: none
net charge: 0

Cell vectors (angstrom)
a	10.938	0	0
b	0	10.938	0
c	0	0	38.0598

Atoms: element, x, y, z (angstrom)
Si	0	0	0.683
Si	5.469	0	0.683
Si	2.7345	2.7345	0.683
Si	8.2035	2.7345	0.683
Si	0	5.469	0.683
Si	5.469	5.469	0.683
Si	2.7345	8.2035	0.683
Si	8.2035	8.2035	0.683
Si	1.3673	1.3673	2.0503
Si	6.8362	1.3673	2.0503
Si	4.1018	4.1018	2.0503
Si	9.5708	4.1018	2.0503
Si	1.3673	6.8362	2.0503
Si	6.8362	6.8362	2.0503
Si	4.1018	9.5708	2.0503
Si	9.5708	9.5708	2.0503
Si	2.7345	0	36.0083
Si	8.2035	0	36.0083
Si	0	2.7345	36.0083
Si	5.469	2.7345	36.0083
Si	2.7345	5.469	36.0083
Si	8.2035	5.469	36.0083
Si	0	8.2035	36.0083
Si	5.469	8.2035	36.0083
Si	4.1018	1.3673	37.3756
Si	9.5708	1.3673	37.3756
Si	1.3673	4.1018	37.3756
Si	6.8362	4.1018	37.3756
Si	4.1018	6.8362	37.3756
Si	9.5708	6.8362	37.3756
Si	1.3673	9.5708	37.3756
Si	6.8362	9.5708	37.3756
Si	-0.2723	0.2738	27.8666
Si	5.1641	-1.1033	28.8721
Si	2.5347	2.5851	27.5553
Si	8.2799	2.1227	27.1389
Si	-0.2979	6.7688	27.7302
Si	5.9125	5.8596	27.3437
Si	2.3839	10.5708	26.8517
Si	8.585	8.0408	27.9733
Si	-0.0803	2.9358	30.6422
Si	6.3658	0.9985	29.2107
Si	3.8467	4.1479	28.8741
Si	9.5638	4.2313	29.2007
Si	1.5066	7.3957	29.214
Si	7.042	6.788	29.2076
Si	2.8632	9.4342	28.8248
Si	9.5302	9.7034	29.2849
Si	2.4207	0.1164	30.4833
Si	8.1084	0.0956	30.5963
Si	1.1078	1.63	29.1919
Si	5.3145	2.8094	30.3336
Si	2.6339	5.5801	30.3741
Si	8.2056	5.4421	30.6435
Si	-0.0481	8.3684	30.6875
Si	5.6871	8.2109	30.5078
Si	4.0183	1.3867	31.7683
Si	9.5063	1.4755	31.9311
Si	1.3731	4.2458	31.9164
Si	6.734	4.0713	31.8536
Si	4.0903	6.9118	31.7569
Si	9.5555	6.869	31.963
Si	1.275	9.7148	32.0411
Si	6.8902	9.5744	31.9967
Si	-0.0856	0.1139	33.3542
Si	5.4195	0.0318	33.2175
Si	2.7263	2.7759	33.2243
Si	8.1174	2.7809	33.2859
Si	-0.0045	5.5251	33.3175
Si	5.413	5.5108	33.2029
Si	2.7357	8.2591	33.2251
Si	8.2158	8.2161	33.3583
Si	1.3812	1.416	34.6482
Si	6.8048	1.3586	34.6318
Si	4.1026	4.1146	34.6189
Si	9.558	4.1111	34.6376
Si	1.3965	6.8747	34.6389
Si	6.8137	6.8184	34.6356
Si	4.1053	9.5855	34.625
Si	9.5757	9.5902	34.6867
Si	2.7421	-0.0086	3.4227
Si	8.2193	-0.0011	3.4169
Si	0.0258	2.7364	3.4164
Si	5.4772	2.7247	3.4143
Si	2.7423	5.4649	3.4086
Si	8.224	5.4746	3.4249
Si	0.0191	8.2073	3.422
Si	5.4835	8.1925	3.4057
Si	4.1528	1.317	4.7851
Si	9.6406	1.3287	4.775
Si	1.4127	4.0863	4.7912
Si	6.862	4.0811	4.7677
Si	4.1641	6.7748	4.7615
Si	9.6362	6.8109	4.7973
Si	1.415	9.5343	4.8071
Si	6.8772	9.5281	4.767
Si	0.0572	-0.0428	6.1907
Si	5.5167	-0.0789	6.1565
Si	2.8169	2.7157	6.1304
Si	8.2662	2.7204	6.081
Si	0.0823	5.4581	6.19
Si	5.5018	5.406	6.1732
Si	2.8335	8.1358	6.122
Si	8.2453	8.1606	6.1381
Si	1.4629	1.3843	7.501
Si	6.9796	1.2875	7.4183
Si	4.2153	3.9718	7.5877
Si	9.5723	4.0997	7.4922
Si	1.593	6.7365	7.5458
Si	6.8836	6.7824	7.4999
Si	4.1793	9.4432	7.5506
Si	9.6232	9.4733	7.5452
Si	2.8112	-0.0568	8.8387
Si	8.288	-0.007	8.8826
Si	0.0234	2.7713	8.8
Si	5.5788	2.4462	8.8651
Si	2.9286	5.326	9.0267
Si	8.1598	5.3912	8.9041
Si	0.2208	8.1492	8.7999
Si	5.6063	8.1029	8.9677
Si	4.5113	0.8571	10.169
Si	9.8336	1.2523	10.1958
Si	1.2296	4.1753	10.2447
Si	7.0047	4.4455	10.6899
Si	4.5655	6.4735	10.3471
Si	10.394	6.7931	10.5345
Si	1.1077	9.8798	10.0556
Si	6.844	9.6878	10.256
O	3.1157	1.1303	26.9468
O	3.7695	8.6411	23.3604
O	-16.0646	9.5291	27.3719
O	9.5008	1.0568	27.0057
O	0.3226	5.4246	10.9171
O	5.617	-0.2376	10.8072
O	-1.5233	1.9675	11.6316
O	6.4248	2.9969	10.2065
O	7.9586	4.1591	12.0262
O	10.1282	7.7044	11.8696
O	1.6544	9.2343	11.4617
O	9.8545	3.3575	13.9163
O	7.7993	9.1025	11.4804
O	3.9488	1.7467	11.4393
O	5.7307	5.4701	11.0348
O	1.6213	3.0509	11.4051
O	8.1089	2.7692	25.6474
O	0.0363	6.9567	26.1449
O	1.915	3.3637	26.2102
O	6.4725	4.5749	26.5025
O	-0.503	5.1562	28.1157
O	2.9456	9.7737	25.551
O	0.7342	10.6535	26.6578
O	8.6373	3.2492	28.2671
Si	7.8315	5.2567	20.8204
Si	10.508	-1.4396	14.7386
Si	2.6611	6.9537	17.5212
Si	2.7272	4.6262	19.4213
Si	4.8002	8.7313	22.1229
Si	9.5282	6.9547	19.0183
Si	2.3608	15.0427	24.8221
Si	7.0825	-1.9121	18.6647
Si	-2.5504	2.3712	17.273
Si	2.0173	9.939	12.8795
Si	6.7849	8.5507	26.5013
Si	-0.1208	6.773	16.1918
Si	8.7367	2.911	12.7815
Si	-0.22	11.237	17.3192
Si	10.812	-1.5053	19.8644
Si	8.8264	8.4143	12.5532
Si	12.0757	0.2067	21.9625
Si	15.3517	9.2761	17.9146
Si	11.6846	6.7296	24.7082
Si	6.7321	7.3522	14.2536
Si	7.5438	9.0159	23.5789
Si	2.4692	-1.664	24.081
Si	1.8314	-8.3542	17.0227
Si	5.0035	6.0257	20.9231
Si	10.3166	3.923	15.3944
Si	2.4655	3.0003	22.0284
Si	7.3116	2.287	20.2201
Si	-1.959	6.2298	23.6258
Si	4.8827	4.0279	23.3156
Si	2.5902	2.0638	12.2746
Si	4.0765	7.8128	13.0611
Si	6.7061	1.5085	14.78
Si	6.4459	-1.1748	16.0088
Si	16.376	-0.0761	20.1546
Si	4.4601	5.887	15.3156
Si	9.1017	11.0464	21.7416
Si	7.3024	4.1058	25.181
Si	14.796	2.8053	14.9096
O	6.7204	-0.1165	14.8191
O	3.1149	2.0723	16.1554
O	12.8849	5.6674	24.8743
O	8.276	7.975	18.8196
O	15.6409	-0.6946	21.4805
O	8.6458	7.8216	23.7151
O	3.5986	-4.2016	14.2079
O	4.9367	5.4116	22.4468
O	10.2249	-2.8041	15.5629
O	4.4063	7.5521	21.0422
O	7.6352	2.0143	13.5686
O	10.8612	-11.9174	18.3161
O	2.0852	4.0857	20.8397
O	1.9558	0.624	12.7261
O	10.5976	6.111	23.6682
O	4.1657	4.3173	15.3547
O	5.8647	1.4973	20.2693
O	5.6387	-2.6626	18.4025
O	13.3569	3.4897	18.2687
O	-0.427	-0.1792	15.7707
O	1.3073	19.078	24.1472
O	14.9268	4.1346	24.6819
O	2.9883	8.4952	17.9917
O	1.7447	14.3431	23.4588
O	6.5529	-4.7501	20.4537
O	9.0206	5.5887	19.7533
O	12.0658	10.0322	20.7399
O	9.3625	9.5934	13.5728
O	4.2743	5.0357	19.8336
O	9.397	1.1641	17.6594
O	7.0345	9.3382	25.0916
O	3.7464	7.1831	11.5961
O	8.3164	5.339	24.8216
O	6.0597	6.0145	14.9249
O	-1.7362	14.5325	16.5543
O	2.1652	-4.9022	18.7889
O	6.8281	9.9945	19.9592
O	7.1826	2.0058	16.2495
O	10.706	7.7943	19.8144
O	5.9237	7.1331	26.2757
O	5.6792	8.0261	13.2112
O	0.8122	3.3621	15.9874
O	1.8944	10.5479	23.261
O	11.9745	-1.4743	14.0675
O	4.8342	-1.2074	16.3831
O	9.4505	9.946	20.593
O	7.3087	10.0416	17.3801
O	5.1938	2.0021	14.5148
O	1.0888	1.2417	17.5686
O	7.2685	3.7348	20.9519
O	7.6936	2.7179	18.6949
O	17.252	8.4681	22.663
O	7.0058	-2.6075	15.5134
O	6.3754	3.6914	23.8851
O	4.0346	6.4095	16.8057
O	8.1032	7.1971	13.4046
O	3.4647	-1.6331	13.276
O	2.9032	2.909	13.6118
O	-2.4938	5.6177	22.2545
O	4.4303	-0.3279	18.8781
O	-0.402	0.5986	22.3673
O	8.189	10.3607	22.9111
O	8.3929	1.3906	21.0427
O	10.4945	5.5286	15.1976
O	4.0962	2.9477	22.3404
O	10.0865	6.4519	17.5956
O	12.8787	12.4903	21.5074
O	1.4782	6.9572	16.4147
O	6.9189	12.3297	27.6742
O	-2.0358	6.4308	9.9824
O	10.9037	10.976	10.565
O	4.4394	5.3667	27.8711

Results
free energy: -160126.266 eV
free energy less fixed offsets of O -568.88, Si -635.61 eV per atom: -2.526 eV

Forces (eV/angstrom), in the order of the atoms: element, x, y, z
Si	0.0181	-0.0255	0.0017
Si	0.0244	-0.046	0.0053
Si	0.0378	-0.0581	-0.0222
Si	0.0191	-0.0233	0.002
Si	0.0349	-0.0126	0.0059
Si	0.0568	-0.0365	0.0067
Si	0.0187	-0.0034	-0.0059
Si	0.0248	-0.0236	-0.008
Si	0.1079	-0.0326	-0.0179
Si	0.1122	-0.0383	-0.0297
Si	0.008	-0.1127	-0.0468
Si	0.0549	-0.0472	0.0421
Si	0.0405	0.0279	-0.0307
Si	0.188	-0.0486	-0.0677
Si	0.0208	-0.0752	0.0043
Si	0.0813	-0.0496	-0.0011
Si	-0.027	0.0512	-0.11
Si	-0.2683	0.0729	0.1277
Si	-0.0648	0.1895	0.0634
Si	-0.0631	0.0728	-0.0757
Si	0.0216	0.0258	-0.0774
Si	-0.101	-0.01	0.0225
Si	0.2147	0.117	0.1404
Si	-0.0335	0.0422	-0.0942
Si	-0.0329	0.0488	-0.0045
Si	-0.0249	0.0327	-0.0085
Si	-0.0957	0.0584	0.0121
Si	0.0217	-0.0021	0.0117
Si	-0.0251	0.0257	0.0074
Si	-0.0318	0.0312	-0.0215
Si	-0.0477	-0.0052	0.0295
Si	0.0129	0.0354	0.0168
Si	-0.0743	0.0051	-0.1718
Si	-0.043	-0.1113	-0.0404
Si	-0.1108	-0.0554	-0.1838
Si	0.1554	-0.0395	0.0441
Si	-0.0545	-0.0743	-0.1092
Si	0.0574	0.1553	-0.0957
Si	-0.1717	-0.0322	0.121
Si	0.1568	-0.0967	0.0113
Si	-0.049	-0.0114	-0.0146
Si	0.1306	0.0618	-0.0335
Si	0.011	0.1174	-0.1278
Si	0.0406	0.0022	-0.1438
Si	0.1128	0.0392	-0.0536
Si	0.0072	-0.0081	0.0815
Si	-0.0786	-0.0693	0.0093
Si	0.0423	0.006	-0.0692
Si	0.0111	0.072	0.0098
Si	-0.0398	0.0368	-0.0268
Si	0.0554	-0.0575	0.1369
Si	0.0317	-0.0455	0.0487
Si	-0.0926	0.0814	0.041
Si	0.0254	0.0529	0.0172
Si	-0.0602	-0.0125	0.0312
Si	0.0255	-0.0315	-0.0048
Si	-0.0307	-0.0312	-0.0148
Si	-0.0422	-0.0065	-0.0335
Si	0.0035	-0.006	-0.0174
Si	-0.0159	-0.0288	-0.0462
Si	0.023	0.0079	-0.0663
Si	0.0257	0.0216	-0.0254
Si	-0.0264	-0.0147	-0.0262
Si	0.0207	0.0017	0.0013
Si	-0.0001	0.0043	-0.0131
Si	0.0178	0.0056	-0.0263
Si	-0.0147	-0.0385	-0.0376
Si	0.0025	-0.0019	0.0374
Si	0.0057	-0.0027	0.031
Si	0.0159	0.0163	-0.0221
Si	-0.0266	-0.0071	-0.0286
Si	-0.0053	0.007	-0.0211
Si	-0.006	0.0172	-0.0131
Si	0.0224	-0.0133	-0.0136
Si	0.0084	-0.0067	-0.0262
Si	-0.0031	0.0016	-0.0046
Si	-0.0115	0.0078	-0.0038
Si	0.0053	0.0137	-0.0055
Si	0.0031	-0.0015	-0.0108
Si	0.0003	-0.0078	-0.015
Si	-0.0004	-0.0001	0.0108
Si	-0.014	0.0063	0.0172
Si	0.0194	-0.017	0.0122
Si	-0.0017	0.0058	-0.0027
Si	-0.0098	0.0092	0.0048
Si	-0.006	-0.0071	0.0061
Si	-0.0104	0.0071	0.0092
Si	0.013	0.0072	-0.0014
Si	-0.0201	-0.0103	0.0174
Si	0.0055	0.0234	0.0285
Si	0.0083	-0.0068	0.0216
Si	0.0123	-0.0099	-0.017
Si	0.0122	0.0048	0.0182
Si	0.0117	0.0297	0.0038
Si	-0.0025	-0.0002	0.0286
Si	-0.0027	-0.0042	0.0281
Si	0.0148	-0.0156	0.0488
Si	-0.0319	0.0012	0.0231
Si	0.0061	-0.0317	0.0082
Si	0.0035	0.0063	0.0081
Si	0.0032	-0.0021	0.0393
Si	-0.0154	-0.0301	0.0259
Si	0.0137	-0.0123	0.0127
Si	0.0026	0.0012	0.0401
Si	-0.0171	-0.015	-0.0073
Si	0.0047	0.0136	-0.0449
Si	0.0294	-0.0244	0.0111
Si	-0.0179	0.0244	-0.0446
Si	0.0373	-0.0357	-0.0089
Si	0.0161	0.0008	-0.0871
Si	0.0021	0.0115	0.0182
Si	-0.0205	0.0144	-0.012
Si	-0.0173	0.0223	0.0544
Si	0.0595	0.0329	0.0895
Si	0.0957	-0.0064	0.0265
Si	0.0126	-0.0273	-0.1001
Si	0.0282	-0.0088	0.0376
Si	0.0491	0.1032	-0.1307
Si	-0.0463	0.0485	0.0113
Si	0.006	0.0801	0.033
Si	0.0012	-0.0626	0.1826
Si	0.0201	-0.0658	0.1453
Si	-0.0548	0.046	0.1111
Si	-0.2071	-0.1207	0.1502
Si	-0.0342	0.011	0.116
Si	0.0571	-0.0887	-0.011
Si	-0.0005	0.0404	0.1148
Si	-0.0604	0.0655	0.0869
O	0.0435	0.0218	-0.0115
O	0.0092	0.0062	0.056
O	0.1101	0.0033	0.088
O	-0.0726	0.0499	0.0837
O	-0.0175	0.0158	-0.2008
O	-0.0508	0.0485	-0.2676
O	0.0539	-0.06	-0.1552
O	0.0065	0.0815	0.0076
O	-0.1215	0.1641	-0.1456
O	-0.0039	-0.0111	0.0025
O	-0.0334	-0.0338	-0.1028
O	-0.0121	0.0006	-0.1277
O	-0.0948	0.0309	-0.0366
O	0.0673	-0.0322	-0.04
O	0.0842	-0.0492	-0.1399
O	-0.0186	0.0726	-0.0796
O	-0.0062	-0.1024	0.1562
O	-0.0212	0.0276	0.0989
O	0.0657	-0.0758	0.1918
O	-0.0108	-0.0769	0.0598
O	-0.0708	0.1739	0.2613
O	0.1108	0.0128	0.0013
O	0.0793	0.0312	0.1868
O	-0.0383	0.0041	0.0574
Si	-0.0034	0.028	0.0653
Si	0.0143	-0.0165	0.134
Si	0.0419	-0.0046	-0.1002
Si	0.0034	-0.0296	0.02
Si	-0.0119	0.0198	-0.0185
Si	-0.0124	-0.0059	-0.0401
Si	0.1074	0.0666	-0.1428
Si	-0.0414	0.0315	-0.0577
Si	-0.0389	-0.0266	-0.0454
Si	0.01	-0.0108	0.1676
Si	-0.0574	-0.0792	-0.0111
Si	0.0358	0.0139	0.0073
Si	-0.0302	-0.1576	0.1487
Si	-0.0103	0.0123	-0.0535
Si	-0.0221	0.0454	0.0125
Si	-0.0764	-0.0131	0.1464
Si	-0.0126	0.041	0.0521
Si	0.0327	0.0187	-0.0986
Si	0.0296	-0.0126	-0.1388
Si	-0.1032	-0.0092	0.1881
Si	0.0748	-0.0862	-0.1527
Si	-0.1163	-0.0457	-0.1144
Si	0.0391	-0.0204	-0.041
Si	-0.0083	-0.0124	0.0778
Si	0.0587	0.0363	0.1285
Si	0.0105	-0.0103	0.0669
Si	0.0141	-0.0177	-0.0048
Si	0.0217	-0.0025	-0.0825
Si	-0.0709	0.0294	-0.0259
Si	0.0332	0.008	0.0382
Si	0.1244	0.0014	0.2484
Si	-0.0897	-0.0477	0.0878
Si	-0.0427	0.0082	-0.0644
Si	-0.0217	-0.0687	-0.0272
Si	0.0843	-0.0415	0.0264
Si	0.0434	-0.0135	0.0409
Si	-0.0044	0.1202	-0.2256
Si	0.1	0.0232	0.1388
O	0.0136	0.0326	0.0076
O	-0.0434	-0.0162	-0.0135
O	0.0179	-0.0077	0.0809
O	0.0014	-0.0018	0.019
O	0.0025	0.0123	-0.0084
O	-0.0525	0.0022	0.0283
O	-0.0252	0.0464	-0.1085
O	-0.0187	-0.0005	0.0174
O	-0.0051	0.0037	-0.0317
O	-0.0141	0.0079	-0.0013
O	0.0593	0.0272	-0.0962
O	0.0107	-0.008	0.0202
O	0.0142	0.0291	-0.008
O	-0.0051	0.0744	-0.0208
O	0.0161	0.015	0.0595
O	-0.0279	-0.0196	-0.0249
O	-0.006	0.0136	0.0002
O	0.0201	0.0076	0.0441
O	0.0066	0.0386	0.0293
O	-0.0015	-0.0012	-0.0195
O	-0.0118	0.0038	0.0842
O	-0.024	0.019	0.0335
O	-0.0087	-0.0004	0.016
O	-0.0069	-0.0046	0.0207
O	0.01	-0.0258	-0.0137
O	0.0474	0.0108	-0.033
O	-0.0074	-0.0355	-0.0176
O	-0.0525	-0.0393	-0.1285
O	-0.0283	-0.011	-0.0342
O	-0.0032	0.0156	0.0184
O	-0.0738	0.0522	0.0148
O	0.0014	-0.0608	-0.1569
O	-0.0632	-0.039	0.0958
O	0.0103	0.0712	-0.0592
O	-0.0109	0.003	-0.0036
O	-0.0061	-0.0189	0.0461
O	0.0194	-0.009	0.0225
O	0.0526	0.0327	0.0182
O	0.0052	-0.0014	0.0265
O	0.0529	0.0672	0.0527
O	-0.0243	0.0098	-0.0773
O	-0.0541	0.0031	-0.0268
O	0.0136	-0.005	0.0236
O	0.022	0.0007	-0.097
O	-0.0372	-0.0334	0.0363
O	-0.0161	-0.0137	-0.0158
O	0.0347	-0.0265	0.0462
O	-0.0156	0.0036	-0.058
O	-0.0106	-0.0109	0.0337
O	0.0019	-0.0314	-0.0061
O	-0.0059	-0.0226	0.0041
O	0.0255	0.0112	0.0541
O	-0.0106	-0.0425	-0.0398
O	0.0647	-0.0183	0.1023
O	-0.0234	0.037	0.0365
O	0.0565	0.0248	-0.1239
O	-0.0335	0.0073	-0.0808
O	-0.0592	-0.0276	-0.1453
O	-0.0042	-0.0054	0.0091
O	-0.0233	0.0171	0.0213
O	-0.005	-0.0165	-0.036
O	-0.0411	0.0123	0.0378
O	-0.0043	0.0268	-0.0098
O	-0.0165	-0.0281	-0.0254
O	-0.0176	-0.0202	-0.0168
O	-0.0302	-0.0151	0.0465
O	-0.0028	-0.0265	-0.0224
O	-0.0105	-0.0025	-0.0026
O	-0.1243	-0.068	0.0705
O	-0.0003	-0.0633	0.0133
O	0.0667	-0.0215	-0.2102
O	-0.0699	-0.1319	0.1149

The program warned: the cutoff lies below the one the program advises for these potential files; the forces do not sum to zero within the program's tolerance; the exchange-correlation potential is rough where the density is thin.
